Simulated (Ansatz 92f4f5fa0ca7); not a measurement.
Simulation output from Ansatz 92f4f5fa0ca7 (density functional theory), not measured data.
Periodic cell of 218 atoms, Si128O86P4, from a study of silicon, its oxide and their interface. The atomic structure is a simulated model.
Doubt: the cutoff is far below the 930 eV that the study's wrapper takes by default for these files, so forces and energies are approximate.

Settings
functional: PBE
potential files: Ansatz PAW
basis: plane waves
wave-function cutoff: 580 eV
density cutoff ratio: 5
exchange-correlation grid ratio: 1
k mesh: 1 x 1 x 1, Gamma-centred
self-consistency stop: 5e-08 eV per atom in the density residual
occupations: fixed
spin: none
net charge: 0

Cell vectors (angstrom)
a 10.938 0 0
b 0 10.938 0
c 0 0 32.0956

Atoms and the computed forces on them: element, x, y, z (angstrom), force x, y, z (eV/angstrom)
P 10.8142 0.1734 24.5235 -0.1741 0.1908 -0.2934
Si 5.7078 10.4817 24.6226 -0.0095 0.1291 -0.2088
Si 2.5618 3.0137 24.5431 0.0768 0.057 -0.1663
Si 8.5499 2.4687 24.6771 0.1718 -0.1822 -0.1022
Si 0.3389 5.2687 24.744 -0.1134 -0.0185 -0.198
Si 5.3234 5.7174 24.6095 -0.1646 0.1024 -0.0847
P 2.9929 7.9651 24.5468 0.1614 -0.046 -0.4663
Si 8.1414 8.4664 24.7264 0.0621 -0.0875 -0.166
Si 1.3871 1.333 25.8594 -0.1175 0.0734 0.0147
Si 6.8343 1.3023 25.8468 -0.04 0.0787 0.0579
Si 4.1403 4.1208 25.9175 0.1016 -0.0572 0.0821
Si 9.6666 4.069 26.0042 -0.0778 0.0293 0.0813
Si 1.5339 6.8786 25.9832 0.0722 -0.2254 0.0845
Si 6.9171 6.8444 25.9498 0.0721 -0.0952 0.0878
Si 4.1054 9.4036 25.9815 0.1273 -0.0817 0.0934
Si 9.6892 9.7059 25.9991 -0.1333 0.0351 0.008
Si 2.7514 -0.0427 27.2678 -0.0194 0.0062 -0.0725
Si 8.1954 0.0256 27.3221 -0.02 -0.1422 0.1169
Si 0.0615 2.6792 27.3313 0.1698 0.063 0.0826
Si 5.5025 2.711 27.2609 -0.0432 -0.0277 -0.0632
Si 2.7929 5.4419 27.3447 -0.1711 -0.036 0.1059
Si 8.2332 5.4294 27.3119 0.0306 0.027 -0.0641
Si 0.0534 8.2078 27.2979 -0.0132 0.0323 -0.0308
Si 5.5192 8.1337 27.3534 0.0047 0.1745 0.0929
Si 4.1018 1.3673 28.6773 0.0807 -0.0488 -0.4473
Si 9.5708 1.3673 28.6773 0.0353 0.0182 0.1752
Si 1.3673 4.1018 28.6773 0.1788 -0.1112 0.133
Si 6.8362 4.1018 28.6773 -0.0102 -0.1847 -0.1085
Si 4.1018 6.8362 28.6773 0.2017 -0.1937 0.4669
Si 9.5708 6.8362 28.6773 0.1291 0.0158 -0.2542
Si 1.3673 9.5708 28.6773 0.1413 0.0812 0.0626
Si 6.8362 9.5708 28.6773 0.1088 -0.0084 0.0946
Si 0 0 30.0446 -0.086 0.0103 -0.0023
Si 5.469 0 30.0446 -0.0021 -0.0567 -0.0193
Si 2.7345 2.7345 30.0446 -0.1032 0.1111 -0.0058
Si 8.2035 2.7345 30.0446 0.0625 0.0489 -0.0039
Si 0 5.469 30.0446 0.0811 -0.0077 -0.0249
Si 5.469 5.469 30.0446 -0.1051 0.0465 0.0303
Si 2.7345 8.2035 30.0446 0.0562 0.0292 -0.0063
Si 8.2035 8.2035 30.0446 -0.0135 0.1511 -0.0057
Si 1.3673 1.3673 31.4118 0.0281 -0.0273 -0.0354
Si 6.8362 1.3673 31.4118 0.0081 0.0317 -0.0036
Si 4.1018 4.1018 31.4118 0.1 -0.109 -0.0254
Si 9.5708 4.1018 31.4118 -0.0632 0.0218 -0.0014
Si 1.3673 6.8362 31.4118 -0.0132 0.0007 -0.0095
Si 6.8362 6.8362 31.4118 0.0484 -0.1073 -0.0266
Si 4.1018 9.5708 31.4118 -0.0183 -0.0096 0.0063
Si 9.5708 9.5708 31.4118 0.0792 -0.0396 -0.0071
Si 2.7345 0 0.6835 -0.0544 0.0498 0.0365
Si 8.2035 0 0.6835 -0.0138 0.007 0.0103
Si 0 2.7345 0.6835 0.0226 0.0025 -0.0088
Si 5.469 2.7345 0.6835 -0.1162 0.1403 0.0053
Si 2.7345 5.469 0.6835 0.013 -0.0149 0
Si 8.2035 5.469 0.6835 -0.0078 0.0255 0.0403
Si 0 8.2035 0.6835 -0.0453 0.0427 0.008
Si 5.469 8.2035 0.6835 0.029 -0.0062 0.0053
Si 4.1018 1.3673 2.0507 0.097 -0.024 -0.0283
Si 9.5708 1.3673 2.0507 -0.023 0.0258 0.0517
Si 1.3673 4.1018 2.0507 -0.065 -0.0417 0.0481
Si 6.8362 4.1018 2.0507 0.0288 -0.1525 -0.0813
Si 4.1018 6.8362 2.0507 -0.001 -0.0046 0.0539
Si 9.5708 6.8362 2.0507 0.1208 -0.0168 -0.0285
Si 1.3673 9.5708 2.0507 -0.0111 -0.1229 -0.0273
Si 6.8362 9.5708 2.0507 -0.038 0.0217 0.0474
Si 0 0 3.418 -0.1552 -0.2746 0.2112
Si 5.469 0 3.418 -0.1113 0.1258 -0.2268
Si 2.7345 2.7345 3.418 -0.0019 -0.0503 0.1622
Si 8.2035 2.7345 3.418 -0.5927 0.0317 -0.3799
Si 0 5.469 3.418 -0.0772 0.2821 -0.1459
Si 5.469 5.469 3.418 0.1257 0.0985 0.2575
Si 2.7345 8.2035 3.418 -0.1415 0.2074 -0.1358
Si 8.2035 8.2035 3.418 0.1046 -0.0107 0.3718
Si 1.3266 1.3714 4.7828 0.0825 -0.1196 0.0392
Si 6.8115 1.3643 4.7816 0.1936 0.0072 -0.1016
Si 4.1048 4.1059 4.7908 0.0156 0.0067 0.0692
Si 9.4385 4.2006 4.7029 -0.0253 -0.0028 -0.0503
Si 1.3512 6.871 4.7806 -0.2016 -0.0335 -0.0645
Si 6.8236 6.8745 4.8383 -0.0874 0.1192 0.0139
Si 4.05 9.6336 4.7625 0.0233 -0.0383 -0.2205
Si 9.5537 9.5655 4.8646 0.0307 -0.0065 0.0804
Si 2.638 -0.0691 6.2046 0.0249 0.1088 0.0412
Si 8.0872 -0.029 6.2194 -0.048 0.2451 -0.0783
Si -0.2048 2.737 5.918 -0.0765 0.0762 -0.0231
Si 5.4204 2.6773 6.1644 -0.1451 0.0104 -0.0968
Si 2.7574 5.5357 6.106 0.153 0.0352 -0.0849
Si 8.158 5.5033 6.2504 0.1157 -0.0611 -0.0582
Si 0.0272 8.2055 6.2802 0.0192 -0.1217 -0.1003
Si 5.4693 8.3814 6.1305 -0.0741 0.0224 -0.0605
Si 4.2419 1.1249 7.5507 0.1541 0.0185 0.1487
Si 9.2714 1.6521 7.4652 0.0781 -0.0484 0.2346
Si 1.0549 4.2751 7.0838 -0.0519 -0.0395 0.1297
Si 6.9779 3.8391 7.4822 0.0246 -0.0174 0.1481
Si 3.8746 7.1985 7.4111 -0.2215 -0.0297 0.1097
Si 9.8516 6.4944 7.6525 -0.0218 -0.0248 0.2533
P 1.5168 9.3854 7.6097 0.162 -0.1177 0.2739
P 6.5736 9.8085 7.5988 -0.1212 0.0978 0.4226
O 2.6737 8.22 8.005 0.0055 0.1641 -0.2546
O 8.1438 2.7645 8.0038 0.021 -0.0167 -0.0671
O 4.1774 6.8438 24.0907 -0.0788 0.0179 0.2768
O 9.6649 1.341 24.0995 0.0712 -0.092 0.3109
O 5.4441 0.0476 8.0442 0.0134 -0.1678 -0.2375
O 0.083 5.344 7.8869 -0.0254 0.0238 -0.0458
O 1.3851 4.1166 24.1928 0.0151 0.0061 0.0166
O 6.9605 9.4915 24.2069 -0.0099 -0.0043 0.0674
O 4.5778 6.5659 8.7558 -0.1007 0.1399 -0.1241
O 9.3315 6.7577 9.2157 0.1002 0.0109 -0.139
O 3.6791 1.8516 8.9578 0.1148 -0.1239 -0.0811
O 1.5881 3.0924 8.0758 0.0764 -0.0433 -0.0611
O 6.1813 4.4309 8.8089 -0.0263 -0.0008 -0.0631
O 10.1279 1.11 8.7799 -0.0975 0.0366 -0.1708
O 10.6524 5.9183 23.3776 0.0756 -0.057 0.0877
O 6.0061 5.0337 23.2581 -0.0878 0.0693 0.0683
O 4.9641 10.7666 23.1852 0.0384 -0.0448 0.1475
O 7.9721 3.2201 23.3377 0.0195 -0.0419 0.053
O 8.8348 7.8621 23.3664 -0.0485 0.0844 0.0807
O 3.2929 2.6948 23.0925 -0.0448 -0.0066 0.0967
Si 6.6011 1.4997 15.4139 -0.0012 -0.0235 -0.0031
Si 4.9482 10.7763 21.5595 -0.0763 -0.0173 -0.1299
Si 7.7395 7.5902 16.0226 0.0004 0.0178 -0.0233
Si 6.0042 1.5089 12.2173 0.0198 0.0053 0.0637
Si 0.8075 0.0245 17.2699 0.0163 -0.0148 0.0193
Si 1.1819 1.5301 14.4906 -0.017 -0.0366 -0.006
Si 6.504 5.2648 17.8633 -0.0028 0.0253 -0.0166
Si 10.7154 1.309 10.2942 -0.0012 -0.0359 0.1333
Si 7.2969 4.4104 22.465 0.0677 0.0512 -0.1459
Si 3.0905 8.7979 17.1465 0.0083 -0.0001 0.0357
Si 4.0511 5.4482 19.8326 -0.0158 0.0132 -0.0773
Si 5.3226 4.7664 15.1384 0.0019 0.0157 -0.0046
Si 0.1456 10.0903 12.4595 -0.0251 0.0002 0.0267
Si 1.954 2.0327 19.1466 -0.0266 -0.0314 0.0048
Si 9.5052 6.658 22.5098 0.0788 0.1116 -0.086
Si 8.5068 3.2257 11.5767 0.0399 -0.0115 0.0113
Si 0.2081 7.5613 19.9201 0.0402 0.0456 -0.0482
Si 3.2293 5.1506 11.296 -0.0117 -0.0053 0.0492
Si 9.3217 9.4415 18.0143 0.0322 -0.0294 0.0226
Si 4.916 1.714 17.9934 -0.0184 -0.0282 -0.0119
Si 6.9825 3.1148 19.5834 -0.0131 -0.0381 -0.0896
Si 0.3354 4.5162 15.3838 0.009 0.0009 0.0056
Si 2.7457 6.5975 14.9614 -0.007 0.0346 0.0179
Si 5.6277 5.7194 9.6549 0.0866 -0.0437 0.1322
Si 8.501 8.146 12.9954 0.0066 0.0522 0.0122
Si 2.7395 8.0944 12.2606 -0.0421 0.0726 0.1014
Si 3.5613 2.6303 21.4843 -0.039 -0.0554 -0.0885
Si 8.4266 6.2574 10.4933 -0.0233 -0.0006 0.1102
Si 6.9822 0.1564 19.47 -0.0068 -0.0437 -0.0054
Si 8.2695 3.9258 14.6763 0.0033 0.0046 -0.0026
Si 3.6677 2.9639 13.2726 -0.0104 -0.0161 0.0216
Si 3.2392 8.3263 20.223 -0.0744 0.0881 -0.0469
Si 5.5949 9.6999 15.5614 -0.0262 -0.012 -0.0073
Si 5.5518 9.5061 12.5063 0.0303 -0.0351 0.0837
Si 2.3704 2.7282 9.4349 -0.1264 -0.0366 0.0769
Si 1.323 4.9291 18.4457 -0.0192 0.0244 0.0112
O 1.469 9.1503 12.0859 0.0285 -0.0217 -0.049
O 8.4896 4.6389 10.7518 0.011 -0.0111 -0.004
O 4.213 9.7516 16.4295 0.0104 0.0084 -0.0084
O 4.257 5.9541 14.7811 0.0155 -0.016 -0.0031
O 4.5726 2.2923 12.0868 -0.0073 0.0049 -0.017
O 6.4265 10.4902 20.8925 0.0185 0.0116 0.0357
O 7.1508 2.3133 11.3671 -0.0095 -0.0074 -0.0198
O 2.6678 7.7671 13.8472 0.0123 -0.0165 -0.0409
O 5.4932 2.9009 18.9425 0.0152 0.0106 0.0144
O 2.2546 1.9821 20.7452 0.0197 0.0056 0.0338
O 4.6195 3.4523 14.4951 -0.0041 -0.0028 -0.006
O 8.7968 8.4963 16.8212 -0.0054 0.0038 -0.0037
O 8.8749 7.0179 11.8661 0.0075 -0.0322 -0.0553
O 1.2491 0.936 16.0003 0.0029 0.0124 -0.0067
O 6.3754 1.485 13.8039 -0.0066 0.0111 -0.0085
O 4.8418 5.2765 11.0211 -0.0068 0.0132 -0.0452
O 9.6156 4.7138 15.261 -0.0049 -0.0005 0.0003
O 0.4633 0.3749 13.5471 0.0138 0.0242 0.0227
O 0.4812 6.1223 19.1767 0.0057 -0.029 -0.0072
O 1.6022 8.2978 20.377 0.0009 -0.0293 0.0191
O 3.7854 6.8396 20.6875 0.0134 -0.0592 0.0636
O 7.6067 4.2218 18.5353 0.0123 -0.0134 0.0171
O 2.649 4.1977 10.0993 0.0225 -0.0067 -0.0314
O 6.2672 8.2623 15.8636 0.0074 -0.0073 0.0019
O 6.7717 10.841 15.8133 0.0082 0.0159 -0.0023
O 5.0846 9.8369 14.0284 0.0094 -0.0036 -0.0394
O 2.9401 4.2938 12.6601 0.0029 0.0093 -0.0199
O 2.569 6.6609 11.4278 0.0009 -0.0402 -0.0714
O 7.4461 6.3264 17.0366 -0.0034 -0.0214 0.0119
O 2.6466 1.8268 13.8297 0.0125 0.0101 -0.0131
O 7.8506 2.5813 15.5876 0.0024 0.0055 0.0027
O 9.8161 2.4091 11.0815 -0.0503 0.0316 -0.0051
O 5.4655 4.6559 16.7519 0.0003 -0.0083 0.0012
O 5.5164 5.7264 19.1086 0.0084 -0.0165 0.0025
O 7.0187 8.7501 12.5698 0.0008 -0.0037 -0.0192
O 3.3017 1.8468 18.195 0.0231 0.0072 -0.0067
O 5.8162 10.9087 11.6935 0.0012 0.0275 -0.0764
O 1.6831 9.5985 17.2222 -0.011 0.0121 -0.0145
O 0.5209 3.0309 14.6879 -0.0011 0.0031 -0.0053
O 5.6329 0.3268 18.5276 0.009 0.0168 0.0004
O 8.6755 3.504 13.1656 -0.0016 -0.0018 -0.0096
O 2.9201 5.2806 18.6401 0.0228 -0.0106 0.0107
O 7.7034 1.641 19.617 0.0122 0.0355 0.0149
O 6.884 6.6451 10.1122 -0.0561 0.0303 -0.0559
O 10.198 7.2859 21.2005 -0.0406 -0.0343 0.0677
O 5.362 1.8957 16.4291 0.0007 0.0096 -0.0002
O 0.7424 4.7213 16.9431 -0.002 -0.0092 -0.0149
O 1.0132 0.7994 18.6917 0.0099 0.0139 -0.0042
O 1.4266 5.6066 14.7339 -0.0056 -0.0121 -0.0077
O 3.9217 4.1306 20.8583 0.0133 0.0211 0.0283
O 8.0689 10.0572 18.8616 -0.0078 0.0164 0.0017
O 9.7722 9.2196 12.9939 -0.0158 -0.0196 0.0024
O 10.3115 8.5813 18.9713 -0.0256 0.0086 -0.0148
O 10.1585 10.616 17.2507 -0.0134 0.0051 -0.0108
O 1.3435 1.8185 10.3307 0.0915 0.0235 -0.0697
O 4.6607 1.4291 21.2107 0.0155 0.0007 0.0263
O 10.6385 -0.1255 11.0626 -0.0002 0.0183 -0.075
O 3.6334 8.4964 18.6475 0.0025 -0.0093 -0.0014
O 2.7547 7.3742 16.4039 -0.0036 -0.0184 -0.0145
O 8.3563 5.5866 22.0992 -0.0872 -0.0866 0.0402
O 8.3632 7.4534 14.492 -0.0064 -0.0146 0.0102
O 6.8403 3.7298 21.0695 0.004 0.0254 0.0846
O 4.2386 8.7119 11.8707 -0.0025 -0.0064 -0.0453
O 6.8876 4.8636 14.5741 -0.0006 -0.0041 -0.0009
O 3.8828 9.6116 21.0418 0.0512 0.0208 0.0582
O 1.125 3.4279 19.0339 -0.0019 0.0078 -0.0079

Results
free energy: -133300.825 eV
free energy less fixed offsets of O -568.88, P -755.39, Si -635.61 eV per atom: 2.495 eV

The program warned: the cutoff lies below the one the program advises for these potential files; the forces do not sum to zero within the program's tolerance; the exchange-correlation potential is rough where the density is thin.
